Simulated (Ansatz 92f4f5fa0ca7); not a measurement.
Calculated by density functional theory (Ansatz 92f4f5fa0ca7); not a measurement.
Periodic cell of 223 atoms, Si132O90As1, from a study of silicon, its oxide and their interface. The atomic structure is a simulated model.
Doubt: the cutoff is far below the 930 eV that the study's wrapper takes by default for these files, so forces and energies are approximate.
This geometry differs little from another in the collection (a relaxation step or a small displacement).

Settings
functional: PBE
potential files: Ansatz PAW
basis: plane waves
wave-function cutoff: 580 eV
density cutoff ratio: 5
exchange-correlation grid ratio: 1
k mesh: 1 x 1 x 1, Gamma-centred
self-consistency stop: 5e-08 eV per atom in the density residual
occupations: fixed
spin: none
net charge: +1 e, with a uniform compensating background and no finite-size correction

Cell vectors (angstrom)
a	10.938	0	0
b	0	10.938	0
c	0	0	32.1988

Atoms and the computed forces on them: element, x, y, z (angstrom), force x, y, z (eV/angstrom)
Si	10.5824	0.2218	24.8606	-0.0015	-0.0039	-0.0071
Si	5.7323	10.6812	24.7364	-0.0007	0.0032	-0.0112
Si	2.4752	2.9163	24.6327	0.0031	-0.0044	-0.0098
Si	8.4203	2.4641	24.8201	-0.0044	0.001	-0.0079
Si	0.2699	5.1689	24.749	-0.0046	0.0025	-0.011
Si	5.1496	5.7479	24.6845	0.0019	-0.007	-0.0096
Si	2.9295	8.0084	24.5913	-0.0056	0.0031	-0.0148
Si	7.9368	8.4382	24.7257	0.0043	-0.0029	-0.0061
Si	1.3259	1.3823	26.0282	-0.001	0.003	0.0017
Si	6.841	1.3091	26.1172	0.0065	-0.0033	0.005
Si	4.0394	4.1042	25.9842	0.0014	0.002	0.0019
Si	9.6038	4.0593	26.0789	0.0027	-0.0018	0.0021
Si	1.3937	6.8278	25.9957	0.0017	0.0009	0.0021
Si	6.7644	6.8533	26.0178	0.0005	0.0018	0.0008
Si	4.0991	9.5341	25.9928	0.0003	-0.001	0.0014
Si	9.4596	9.5689	26.1461	-0.0035	0.004	0.0041
Si	2.7243	-0.0074	27.3365	-0.0035	0.001	-0.0045
Si	8.1547	-0.0212	27.5558	-0.0016	-0.003	0.0042
Si	0.0067	2.7155	27.4806	-0.0002	-0.0015	0.0045
Si	5.4359	2.7437	27.3594	-0.0045	-0.0007	-0.0037
Si	2.724	5.4661	27.4237	-0.0003	-0.0024	0.0023
Si	8.1807	5.4714	27.3449	-0.0017	0	-0.0045
Si	-0.0107	8.1811	27.3677	-0.0034	-0.0006	-0.0036
Si	5.4369	8.1986	27.4419	0.0017	-0.0017	0.0032
Si	4.076	1.3636	28.7368	0.0066	0	0.0056
Si	9.5756	1.3533	28.8416	-0.0032	0.0003	-0.0137
Si	1.3628	4.1071	28.8082	-0.0006	-0.0024	-0.0076
Si	6.8246	4.1029	28.7323	0.0031	-0.0007	0.0046
Si	4.095	6.817	28.799	-0.0024	0.0014	-0.0049
Si	9.5497	6.8222	28.7417	0.0019	0.0031	0.0039
Si	1.3627	9.5663	28.7272	-0.0001	-0.0004	0.004
Si	6.7811	9.5418	28.8575	0.0099	0.0041	-0.0142
Si	0.0191	-0.026	30.1573	0.0018	-0.0035	0.0011
Si	5.4238	0.0102	30.1583	-0.0068	0.005	0.0019
Si	2.7347	2.726	30.1466	-0.0013	-0.0011	0.0008
Si	8.1885	2.7491	30.1347	-0.0023	0.0013	0.0014
Si	-0.0265	5.4686	30.1369	-0.0036	0.0023	0.0013
Si	5.4802	5.4559	30.1462	0.0026	-0.0015	0.001
Si	2.7187	8.2097	30.121	-0.0019	0.0012	0.0015
Si	8.2021	8.1759	30.1587	0.0015	-0.004	0.0006
Si	1.3754	1.3551	31.5256	-0.0007	0.0003	0.0009
Si	6.8241	1.3781	31.4916	0.0019	-0.0024	-0.0005
Si	4.111	4.0898	31.5112	0.0009	0.0017	0.0009
Si	9.5585	4.0992	31.5144	0.0028	-0.0006	0.0004
Si	1.3487	6.8478	31.4778	0.001	-0.0008	-0.0014
Si	6.845	6.8119	31.5356	0.0004	0.0018	0.0006
Si	4.0735	9.5654	31.5186	0.0052	-0.0012	0.001
Si	9.5786	9.55	31.5158	0.0001	0.0009	0.001
Si	2.735	-0.0082	0.7098	-0.0013	-0.0037	0.0014
Si	8.1966	0.0052	0.6496	-0.0016	0.0036	-0.0007
Si	-0.0051	2.7309	0.6822	-0.0038	0.0017	0.0002
Si	5.4827	2.7304	0.6874	0.0042	-0.0004	-0.0001
Si	2.7286	5.4926	0.6382	-0.0041	0.0014	-0.0028
Si	8.2165	5.4508	0.7127	-0.0009	0.0005	0.0001
Si	0.0086	8.1845	0.6872	-0.0014	-0.0009	-0.0001
Si	5.4664	8.2049	0.6809	-0.0057	-0.0013	0.0007
Si	4.1318	1.3596	2.0551	0.0004	0.0008	-0.0093
Si	9.5585	1.3497	2.0416	0.0055	-0.0134	0.0017
Si	1.3695	4.1399	2.0093	-0.0001	0.0018	-0.0062
Si	6.8498	4.0768	2.0725	0.0006	-0.0052	0.0023
Si	4.0963	6.8273	2.042	0.0149	-0.0024	0.0009
Si	9.586	6.8302	2.0652	0.0037	-0.0007	-0.0029
Si	1.3783	9.5404	2.0596	0.0061	0.0019	0.0003
Si	6.8357	9.5937	2.0325	0.0012	0.0014	-0.0058
Si	-0.0179	-0.0471	3.3858	-0.0021	0.0162	0.0108
Si	5.4976	0.0102	3.4584	-0.0025	-0.0029	-0.0051
Si	2.7767	2.7959	3.3353	-0.0147	-0.017	0.0128
Si	8.2038	2.6974	3.4521	0.0068	0.0193	-0.0053
Si	0.0298	5.4752	3.439	-0.0081	-0.0035	-0.0034
Si	5.4882	5.4731	3.4015	-0.0126	0.006	0.0089
Si	2.763	8.1985	3.4491	-0.0144	-0.0029	-0.0091
Si	8.2065	8.2297	3.3746	-0.0071	-0.0063	0.0111
Si	1.3611	1.4369	4.6011	0.0084	-0.0231	-0.0132
Si	6.8748	1.3147	4.8964	0.0122	-0.0282	-0.0129
Si	4.1254	4.1044	4.7888	0.043	0.0039	-0.0088
Si	9.5828	4.0836	4.7707	0.0023	-0.0014	0.0049
Si	1.4138	6.8287	4.8288	0.0053	0.0071	0.0007
Si	6.8209	6.8987	4.7311	-0.0011	-0.0057	-0.0135
Si	4.1671	9.556	4.8319	0.0246	-0.0057	0.0043
Si	9.5507	9.5432	4.7973	0.0111	0.008	-0.0153
Si	2.6497	0.0288	5.9616	-0.012	0.0606	0.0013
Si	8.2125	-0.0788	6.2844	-0.0061	-0.0115	-0.0028
Si	0.0206	2.671	6.0693	-0.0222	0.008	-0.015
Si	5.5652	2.7984	6.2144	-0.0639	0.0354	0.0258
Si	2.8156	5.4842	6.1962	-0.0132	0.0126	-0.0064
Si	8.1727	5.4888	6.0334	-0.0021	-0.0007	-0.0031
Si	-0.0065	8.168	6.1589	-0.0093	-0.0079	-0.0056
Si	5.5321	8.2174	6.2566	0.0005	0.0017	-0.0116
As	3.8796	1.5169	7.5216	0.0287	-0.0235	-0.0764
Si	9.831	1.1308	7.4708	0.0075	0.0122	0.0471
Si	1.6276	3.8094	7.3148	-0.0979	0.0738	0.1511
Si	6.6762	4.4546	7.5132	0.0153	0.0202	0.0176
Si	4.4015	6.6352	7.5662	0.0027	0.0012	0.045
Si	9.3572	6.9402	7.424	0.0016	-0.0158	0.0688
Si	1.1028	9.8844	7.3193	-0.0144	-0.0045	0.033
Si	7.1594	9.2247	7.6948	0.0092	0.001	0.0561
O	8.3066	8.0804	7.9396	0.0054	-0.0077	-0.0344
O	2.7304	2.7672	8.0225	0.0691	-0.0841	0.01
O	9.516	1.3479	24.2707	0.0016	0.0018	-0.0019
O	4.0444	6.8625	24.1275	0.0004	0.003	0.0032
O	0.0296	0.0235	7.979	0.0066	-0.0007	-0.0118
O	5.5244	5.5116	8.0526	-0.0027	-0.0056	-0.0055
O	6.8459	9.5726	24.2002	-0.0018	-0.0005	-0.0009
O	1.3654	4.0618	24.1685	-0.0003	-0.0001	0.001
O	3.8571	7.3819	8.9498	0.013	-0.0119	-0.0243
O	0.8197	4.38	8.613	0.0544	-0.0023	-0.119
O	9.8121	6.1584	8.8066	0.0165	0.0052	-0.0225
O	2.1405	9.3802	8.476	0.0015	0.0194	-0.0229
O	7.5364	3.9437	8.8112	-0.0148	0.0157	-0.0257
O	4.2068	0.8125	9.1281	-0.0419	0.0271	0.0055
O	6.7324	9.5748	9.239	0.0056	-0.0051	-0.043
O	9.1863	1.8453	8.8046	0.0155	-0.0192	-0.0315
O	7.7012	3.1493	23.5196	0.0074	-0.0066	0.0124
O	10.4889	5.8462	23.4467	0.0079	-0.0085	0.0134
O	5.0827	0.4381	23.4044	0.0067	-0.0086	0.0149
O	5.8581	5.0876	23.3598	-0.0073	0.0092	0.0124
O	3.0996	2.2064	23.2737	-0.0081	0.0066	0.0126
O	2.2942	8.7229	23.2286	0.0103	-0.0078	0.0143
O	8.6202	7.7588	23.3925	-0.0072	0.0065	0.0119
O	0.2265	10.3257	23.594	-0.0055	0.0076	0.0151
Si	4.3843	1.5699	22.4637	0.0003	0.0003	-0.0175
Si	3.4949	7.9279	14.0402	-0.0006	-0.0003	0.0131
Si	7.1177	0.9526	14.6845	-0.0016	-0.0003	0.0118
Si	0.9419	9.355	22.5183	-0.002	0.0024	-0.0165
Si	1.1894	4.314	11.9012	-0.002	0.0026	0.012
Si	6.2702	8.96	15.3307	0.0013	-0.0008	0.0071
Si	0.68	1.3764	12.3104	-0.0012	-0.0025	0.013
Si	8.6259	4.9516	20.5114	0.0023	-0.0035	-0.0104
Si	0.3299	5.7188	9.3811	-0.0054	-0.0312	0.0077
Si	5.0995	3.1233	17.9481	0.0006	0.0017	0.0015
Si	0.8841	3.7417	16.7534	0.0028	0.001	0.0044
Si	10.4037	2.8498	19.2364	-0.0001	-0.0007	-0.004
Si	5.2778	1.1879	10.369	0.0008	0.0091	0.0441
Si	0.8846	0.1781	19.8482	-0.0036	0.0037	-0.0079
Si	6.6628	9.4648	10.8854	0.0199	-0.0239	0.026
Si	9.3367	9.6777	18.3317	-0.0014	-0.0017	0
Si	9.403	9.2472	12.5847	0.0019	-0.0038	0.0102
Si	6.5669	3.8433	22.5811	0.0015	-0.0011	-0.0144
Si	2.4405	8.0751	9.3934	-0.0095	-0.0079	0.031
Si	10.5892	7.3669	17.0822	0.0008	0.0005	0.0028
Si	2.5107	6.2914	16.583	-0.0006	-0.0004	0.0063
Si	10.1799	4.4905	14.1964	-0.0018	0.005	0.0124
Si	6.1366	9.1835	18.5237	0.0016	-0.0018	0.0016
Si	7.9451	2.565	9.5811	0.0211	0.0051	0.0321
Si	8.8766	2.1345	12.463	0.0019	-0.0066	0.0156
Si	5.338	6.2455	18.0708	-0.0012	0	0.0012
Si	3.9193	0.5554	19.4664	0.0015	-0.0008	-0.0097
Si	4.2807	3.8546	12.0588	-0.0045	0.0059	0.0166
Si	5.5492	6.6085	12.1486	0.0011	-0.0008	0.0135
Si	8.0114	2.5079	17.231	-0.0002	0.001	0.0032
Si	4.3619	2.4797	14.971	-0.0014	-0.001	0.0118
Si	1.5403	1.2132	15.2681	0.001	-0.0018	0.0108
Si	1.5753	9.4256	12.061	-0.0077	-0.001	0.0169
Si	8.0589	6.8545	13.8772	0.0008	0.0006	0.0098
Si	10.3853	9.8375	15.4985	0.0009	-0.0023	0.0085
Si	9.8054	7.0155	22.5471	0.0006	0.0005	-0.0151
Si	8.1086	5.4845	17.4106	-0.001	0.0013	-0.0012
O	6.0509	7.9698	11.2939	0.0011	0.0082	-0.0066
O	6.0165	9.2023	16.9048	0	0	-0.0031
O	7.6923	1.3496	13.2152	0.0015	0.0012	-0.0077
O	0.8808	1.7504	13.8806	-0.0031	0.002	-0.0091
O	9.4313	6.251	16.882	-0.0008	-0.0014	-0.0012
O	6.7691	6.2091	13.1388	-0.0054	0.0001	-0.0059
O	5.1287	4.6608	18.6123	0.0003	-0.001	-0.0008
O	9.2287	2.1629	18.2832	0.0009	0	0.0002
O	2.3639	0.0949	19.0791	-0.0002	-0.0001	0.0021
O	9.4121	10.2347	16.7709	0.0001	0.0009	-0.0023
O	2.7948	4.4513	11.7106	0.0021	-0.0022	-0.0013
O	5.0637	10.3221	19.1096	-0.0023	0.0024	0.001
O	9.4277	3.2608	13.4645	-0.0001	-0.0009	-0.003
O	0.458	1.7666	19.9632	0.0013	-0.0013	0.0012
O	3.1514	1.3662	15.0531	0.0011	0.0003	-0.0035
O	8.1665	5.3733	19.0233	0.001	-0.0008	0.0058
O	3.8937	6.5979	17.3905	-0.0004	0.0003	-0.002
O	4.5778	3.2803	16.3879	-0.0006	-0.0005	-0.0031
O	9.071	5.6699	14.3166	0.0006	-0.0012	-0.0023
O	5.4459	2.7582	22.1356	-0.0003	0	0.003
O	10.6679	4.1235	15.6876	-0.0019	-0.0003	-0.0064
O	0.3415	3.8706	18.2867	-0.0011	0	0.0004
O	10.4236	10.515	19.2239	0.0031	0.0012	0.0021
O	9.653	10.0322	14.0334	-0.0012	0.0009	-0.0077
O	10.9079	8.1198	22.0899	0.0001	-0.0011	0.0028
O	1.2015	2.1586	16.5431	-0.0005	-0.0011	-0.0027
O	9.7358	3.7532	20.4256	-0.0023	0.0032	0.0032
O	8.129	4.0326	16.6814	0.0002	-0.0002	-0.0013
O	-0.0327	9.1054	11.91	0.0028	0.0004	-0.0036
O	6.5834	2.4197	18.0175	-0.0005	-0.0004	-0.0011
O	5.6192	10.7423	11.2165	-0.0176	0.0242	-0.0177
O	7.7478	9.592	18.8486	-0.0008	0.0004	-0.0008
O	10.0342	1.0331	12.05	-0.0018	0.0014	-0.0037
O	1.3018	6.9747	9.0659	-0.0023	0.0007	-0.0085
O	0.6338	4.7723	13.366	0.004	-0.0022	-0.0067
O	5.7038	7.6215	18.9886	0.0002	0.0012	-0.0005
O	5.2451	5.0934	11.5193	-0.0004	-0.0057	-0.0062
O	2.7143	6.9827	15.1175	0.0015	0.0018	-0.0065
O	0.9252	2.7515	11.477	-0.0002	0.0025	-0.0039
O	0.8672	10.683	15.5532	-0.0001	0.0006	-0.0033
O	2.4074	8.6116	10.912	0.006	-0.0062	-0.0189
O	4.6903	2.4457	11.2568	0.011	-0.0109	-0.0155
O	4.2588	3.5105	13.6784	0.001	0.0037	-0.0148
O	2.1953	4.6835	16.4831	-0.0009	-0.0008	-0.0022
O	10.7023	8.2487	15.7005	-0.0005	0.0008	-0.0026
O	6.9309	10.2857	14.6784	0.0005	0.0015	-0.0042
O	2.3526	8.9569	13.4302	-0.002	0.0025	-0.0074
O	8.029	1.5209	15.9229	-0.0007	-0.0008	-0.0047
O	4.1291	7.0005	12.8537	0.0032	-0.0022	-0.0069
O	4.1736	2.0099	18.7254	-0.0014	-0.0029	0.002
O	7.2902	4.418	21.2608	-0.005	-0.0022	0.0079
O	8.3546	2.8845	11.1106	-0.0037	0.0025	-0.0157
O	1.1801	6.8663	17.3616	-0.0001	0	-0.0018
O	5.6523	1.5723	14.751	0.0029	-0.0014	-0.0036
O	8.1491	9.7607	11.5886	-0.0084	0.0037	-0.0063
O	9.1996	6.2896	21.2347	0.0027	0.0053	0.0083
O	8.9623	7.7184	12.8583	0.0001	0.0026	-0.0042
O	1.657	0.1301	11.89	0.0031	-0.0005	-0.0035
O	6.6443	6.151	17.0668	0.0009	-0.0002	-0.0008
O	7.4048	7.801	15.0487	0.0003	-0.0006	-0.0042
O	1.213	10.3015	21.2305	0.0004	-0.006	0.0109
O	10.0286	8.1989	18.359	-0.0004	0.0004	-0.0002
O	3.944	0.8476	21.0812	0.0021	0.0039	0.013
O	0.3445	5.3392	10.9435	-0.0021	0.0053	-0.0345
O	6.6306	1.6106	9.5529	-0.0297	-0.0153	-0.0115
O	4.7864	8.6991	14.6843	-0.0014	-0.0004	-0.0047

Results
free energy: -139958.746 eV
free energy less fixed offsets of As -4856.12, O -568.88, Si -635.61 eV per atom: -2.906 eV

The program warned: the cutoff lies below the one the program advises for these potential files; the exchange-correlation potential is rough where the density is thin.
